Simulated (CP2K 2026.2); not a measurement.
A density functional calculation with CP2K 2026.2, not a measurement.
Periodic cell of 504 atoms, Si360O144, from a study of silicon, its oxide and their interface. The atomic structure is a simulated model.
Doubt: the forces sum to 2.76 eV/angstrom along one axis rather than to zero, so they err by at least 0.0055 eV/angstrom per atom on average; the grid cutoff is modest.

Settings
functional: PBE
method: Gaussian and plane waves
basis set: DZVP-MOLOPT-SR-GTH
pseudopotentials: GTH-PBE
grid cutoff: 350 Ry, relative cutoff 50 Ry
k points: Gamma only
occupations: fixed
spin: none
net charge: 0

Cell vectors (angstrom)
a 16.32 0 0
b 0 16.32 0
c 0.7164 4.9361 33.7917

Atoms and the computed forces on them: element, x, y, z (angstrom), force x, y, z (eV/angstrom)
Si 14.43 15.538 1.553 -0.024 0.018 -0.014
Si 0.94 1.779 1.656 -0.001 0.02 -0.036
Si 0.12 5.301 2.773 -0.001 -0.004 -0.091
Si 1.904 6.222 1.52 0.164 -0.115 0.653
Si 15.105 9.349 1.229 -0.042 -0.023 0.732
Si 1.888 11.709 1.606 0.041 -0.026 -0.018
Si 4.529 14.457 1.489 0.045 -0.014 0.02
Si 6.811 1.55 1.338 -0.27 0.014 0.734
Si 3.624 4.503 1.503 -0.136 0.156 0.495
Si 7.212 6.359 1.839 -0.039 0.008 0.026
Si 3.587 9.968 1.479 -0.119 0.172 0.591
Si 6.266 12.733 1.403 -0.136 0.198 0.606
Si 9.96 14.541 1.454 0.143 -0.205 0.558
Si 12.75 0.917 1.514 0.14 -0.24 0.623
Si 8.968 4.758 1.516 -0.09 -0.043 0.541
Si 12.091 12.63 33.355 0.159 -0.261 0.594
Si 9.447 9.616 1.233 0.017 -0.088 0.781
Si 11.704 12.835 1.362 -0.049 0.02 -0.067
Si 16.219 16.38 2.854 0.02 -0.023 -0.004
Si 2.693 2.781 2.823 0.048 0.003 -0.02
Si 15.555 3.472 1.536 0.139 -0.079 0.637
Si 2.715 8.124 2.706 -0.028 0 -0.034
Si 16.337 10.787 2.671 -0.03 0.01 -0.027
Si 2.822 13.503 2.818 -0.045 0.022 0.015
Si 5.463 16.34 2.61 -0.006 0.005 -0.051
Si 8.131 2.873 2.718 0.007 0.006 -0.028
Si 5.375 5.391 2.867 -0.073 -0.031 0.044
Si 8.231 8.227 2.751 0.043 0.092 -0.03
Si 5.359 10.963 2.716 -0.008 0.003 -0.06
Si 8.124 13.609 2.645 -0.021 -0.012 0.011
Si 10.93 16.292 2.707 0.003 0.038 -0.064
Si 13.706 2.652 2.773 -0.009 0.032 -0.066
Si 10.842 5.489 2.741 -0.014 -0.005 0.005
Si 13.681 8.041 2.61 0.027 0.036 -0.044
Si 10.827 10.978 2.59 0.024 -0.037 -0.055
Si 13.489 13.699 2.661 0.066 -0.024 -0.011
Si 14.942 1.366 4.3 0.012 -0.027 -0.044
Si 1.404 4.074 4.281 -0.013 -0.014 0.005
Si 15.005 6.713 4.034 0.002 0.032 0.03
Si 1.299 9.412 4.103 0 0.024 -0.009
Si 14.94 12.258 3.915 -0.022 -0.014 0.001
Si 1.354 14.928 4.013 0.016 0.007 0.03
Si 4.079 1.318 4.027 0.032 0.009 0.017
Si 6.739 4.041 4.2 0.022 0.015 -0.052
Si 4.1 6.871 4.157 -0.025 -0.017 -0.043
Si 6.772 9.567 4.026 -0.008 -0.014 0.009
Si 4.107 12.219 4.258 0.004 -0.016 -0.009
Si 6.853 15.04 4.04 -0.017 0.009 -0.034
Si 9.539 1.418 3.976 -0.03 -0.034 0.015
Si 12.239 4.052 4.01 0.025 -0.009 0.038
Si 9.588 6.9 4.15 -0.026 -0.005 -0.027
Si 12.271 9.535 3.891 -0.028 -0.039 -0.011
Si 9.433 12.211 4.052 0.017 0.012 -0.026
Si 12.201 14.959 4.177 0.051 0.011 -0.034
Si 13.557 16.296 5.55 0.012 -0.01 0.023
Si 16.331 2.725 5.587 -0.008 0.013 0.035
Si 13.597 5.408 5.397 0.022 -0.004 -0.004
Si 16.287 8.085 5.469 0.011 -0.029 0.012
Si 13.602 10.886 5.312 0.004 -0.012 0.015
Si 16.296 13.575 5.36 -0.01 -0.016 0.018
Si 2.704 16.297 5.398 0.007 0.002 0.012
Si 5.41 2.64 5.49 -0.007 -0.027 0.012
Si 2.755 5.494 5.532 -0.008 -0.011 0.016
Si 5.473 8.212 5.466 0.041 0.026 0.015
Si 2.682 10.807 5.47 -0.027 0.005 -0.03
Si 5.509 13.651 5.462 0.011 0.015 -0.035
Si 8.204 16.373 5.404 0.02 0.016 0.008
Si 10.893 2.715 5.401 -0.013 -0.01 0.008
Si 8.161 5.482 5.433 0.006 -0.001 -0.013
Si 10.967 8.244 5.432 0.031 0.031 -0.008
Si 8.129 10.873 5.442 -0.025 -0.011 0.031
Si 10.813 13.565 5.436 -0.025 0.016 -0.005
Si 14.969 14.916 6.801 0.023 -0.017 0.007
Si 1.386 1.321 6.838 0.034 -0.02 0.004
Si 14.932 4.1 6.849 -0.001 0.011 -0.002
Si 1.349 6.802 6.866 0.014 -0.01 0.015
Si 14.929 9.522 6.746 -0.008 0.007 -0.004
Si 1.323 12.219 6.767 -0.01 0.032 0.003
Si 4.086 14.971 6.787 -0.038 0.01 0.001
Si 6.82 1.334 6.819 -0.017 -0.014 0.007
Si 4.094 4.066 6.834 0.007 0.009 -0.005
Si 6.82 6.826 6.812 -0.013 -0.004 0.015
Si 4.079 9.514 6.837 -0.015 -0.009 0.006
Si 6.821 12.258 6.821 0.007 0.01 0.003
Si 9.508 14.973 6.791 -0.009 -0.004 0.008
Si 12.201 1.372 6.838 -0.005 -0.002 0.023
Si 9.528 4.09 6.764 0.013 -0.01 -0.018
Si 12.277 6.813 6.769 0.003 -0.001 -0.012
Si 9.537 9.539 6.786 -0.01 0.009 0.001
Si 12.232 12.209 6.739 0.021 -0.005 -0.002
Si 16.326 16.282 8.167 -0.012 0.007 0.013
Si 2.728 2.708 8.187 -0.014 0.004 0.004
Si 16.306 5.442 8.205 0.004 0 0.011
Si 2.724 8.16 8.198 0.001 -0.01 0.004
Si 16.292 10.869 8.137 0.002 -0.016 -0.001
Si 2.707 13.59 8.123 0.005 -0.007 -0.003
Si 5.442 16.311 8.173 0.029 -0.008 0.001
Si 8.173 2.73 8.148 -0.012 -0.002 -0.007
Si 5.463 5.441 8.166 0.002 0.007 0.01
Si 8.189 8.172 8.16 -0.002 0.004 0.01
Si 5.439 10.899 8.166 -0.001 0.014 -0.007
Si 8.17 13.614 8.175 -0.005 -0.003 0.009
Si 10.858 16.315 8.177 0.009 -0.006 0.009
Si 13.579 2.723 8.186 0.012 -0.007 0.009
Si 10.893 5.451 8.126 -0.007 0.022 -0.01
Si 13.606 8.168 8.153 0.005 0 -0.004
Si 10.889 10.888 8.152 -0.009 0.011 0.001
Si 13.589 13.56 8.134 -0.009 0.008 0
Si 14.973 17.679 14.957 -0.012 0.005 -0.014
Si 1.361 4.079 14.978 -0.007 0.003 -0.008
Si 14.967 6.79 14.957 -0.001 0.001 -0.004
Si 1.378 9.521 14.951 -0.008 0.01 -0.007
Si 14.974 12.247 14.967 0.016 -0.007 -0.001
Si 1.357 14.968 14.963 0.006 -0.014 -0.006
Si 4.077 17.677 14.976 0.007 -0.009 -0.003
Si 6.8 4.056 14.958 0.019 -0.005 -0.017
Si 4.072 6.803 14.965 0.011 0.002 -0.01
Si 6.783 9.508 14.955 0.01 -0.005 -0.012
Si 4.081 12.239 14.95 -0.016 0.012 -0.009
Si 6.79 14.966 14.961 -0.002 0.002 -0.004
Si 9.508 17.681 14.966 0.016 -0.004 -0.003
Si 12.232 4.08 14.951 -0.006 0.004 0
Si 9.518 6.78 14.961 -0.007 0.006 -0.01
Si 12.256 9.513 14.956 0.007 -0.014 -0.009
Si 9.513 12.243 14.946 -0.014 0.004 -0.016
Si 12.243 14.965 14.954 -0.006 0.013 -0.01
Si 13.634 16.302 16.311 0.024 -0.034 0.004
Si 16.319 2.716 16.34 0.017 -0.019 -0.005
Si 13.604 5.425 16.31 -0.004 0.011 -0.008
Si 16.342 8.154 16.299 0.001 0.003 0.001
Si 13.621 10.874 16.313 -0.01 0.017 -0.008
Si 16.317 13.627 16.333 -0.028 0.033 0.003
Si 2.71 16.323 16.334 -0.02 0.009 -0.011
Si 5.442 2.713 16.338 -0.008 0.001 -0.009
Si 2.727 5.439 16.338 -0.002 0.011 -0.013
Si 5.404 8.178 16.335 -0.018 0.038 0.01
Si 2.76 10.854 16.318 0.009 -0.015 0.009
Si 5.415 13.616 16.315 -0.002 -0.007 -0.017
Si 8.137 16.33 16.33 0 -0.001 0.004
Si 10.844 2.753 16.315 -0.024 0.001 0.007
Si 8.181 5.382 16.316 0.011 -0.025 0.005
Si 10.9 8.134 16.299 0 -0.021 0.001
Si 8.143 10.88 16.29 -0.008 0.009 -0.008
Si 10.865 13.612 16.302 0.027 -0.01 -0.012
Si 14.97 14.968 17.757 0.002 -0.008 -0.041
Si 1.311 17.63 17.71 -0.002 -0.007 -0.033
Si 15 4.127 17.686 -0.031 0.007 0.05
Si 1.418 6.864 17.688 0.025 0.016 -0.022
Si 14.953 9.466 17.657 0.017 -0.003 0.02
Si 1.408 12.256 17.606 0.021 0.004 -0.013
Si 4.123 15.032 17.695 0.005 -0.008 0.032
Si 6.843 17.739 17.724 0.015 0.002 -0.018
Si 4.031 4.017 17.693 -0.004 -0.014 0.004
Si 6.766 6.739 17.575 0.003 -0.022 0.001
Si 4.074 9.526 17.787 0.007 0 -0.028
Si 6.703 12.171 17.644 -0.006 -0.006 -0.025
Si 9.437 14.902 17.665 0.016 0.006 0.025
Si 12.245 17.696 17.568 -0.01 -0.003 -0.023
Si 9.514 4.067 17.786 -0.002 -0.006 -0.023
Si 12.199 6.719 17.68 -0.02 -0.012 -0.026
Si 9.574 9.558 17.6 -0.007 0.022 0.025
Si 12.302 12.309 17.634 0.014 0.022 -0.038
Si 16.317 16.305 19.171 0.018 0.027 0.007
Si 2.644 18.97 19.07 0.011 0.022 0.028
Si 16.394 5.532 19.027 -0.023 -0.002 0.037
Si 2.72 8.178 19.183 -0.012 0.032 0.006
Si 16.365 10.877 18.899 -0.003 0.013 0.024
Si 2.762 13.62 18.971 -0.036 -0.01 0.041
Si 5.48 16.428 19.083 -0.025 -0.029 0.043
Si 8.156 19.055 19.208 0.008 -0.023 -0.013
Si 5.407 5.406 18.971 0.01 0.011 0.034
Si 8.183 8.116 18.793 -0.011 -0.027 0.091
Si 5.417 10.897 19.177 0.008 0.042 0.006
Si 8.007 13.503 18.999 0.033 0.015 0.044
Si 10.87 16.322 18.854 0.022 0.003 0.029
Si 13.589 19.042 18.937 -0.027 -0.039 0.05
Si 10.897 5.394 19.173 0.024 0.013 -0.01
Si 13.56 8.065 18.996 0.022 0.023 0.031
Si 10.954 10.962 18.941 -0.035 -0.016 0.001
Si 13.613 13.608 19.121 -0.017 -0.015 -0.006
Si 15.864 3.193 21.627 -0.044 0.007 0.04
Si 1.351 4.111 20.402 0.013 -0.022 -0.002
Si 14.14 4.921 21.651 0.058 0.016 0.019
Si 1.323 9.641 20.445 0.027 0.001 0.058
Si 15.068 12.175 20.34 -0.05 0.06 0.007
Si 1.437 14.893 20.436 -0.035 0.018 0.029
Si 4.058 17.718 20.507 0.001 0.015 0.003
Si 6.709 4.158 20.5 -0.001 -0.017 0.066
Si 5.944 7.639 21.573 0.029 0.002 -0.025
Si 6.881 9.367 20.253 0.007 -0.003 -0.009
Si 4.039 12.367 20.517 0.016 -0.009 0.071
Si 6.737 14.937 20.417 0.006 0.002 -0.005
Si 9.624 17.589 20.386 -0.011 0.032 0.081
Si 12.311 3.963 20.484 -0.039 -0.019 0.065
Si 9.465 6.885 20.322 0.033 0.022 0.009
Si 12.281 9.558 20.279 0.066 0.029 0.006
Si 9.466 12.182 20.297 -0.01 -0.051 0.037
Si 12.148 15.037 20.32 0.005 0.016 0.005
Si 13.143 16.759 21.647 -0.02 0.027 0.009
Si 14.887 17.747 20.4 -0.014 -0.043 0.055
Si 14.972 6.798 20.421 -0.012 0.026 0.03
Si 15.806 8.716 21.593 -0.178 0.075 -0.586
Si 14.083 10.406 21.542 -0.011 -0.017 0.026
Si 0.468 13.123 21.665 0.038 -0.01 -0.006
Si 3.134 15.894 21.74 -0.024 -0.005 0.054
Si 4.841 3.324 21.737 -0.16 0.062 -0.54
Si 3.091 5.015 21.751 -0.036 -0.024 0.042
Si 4.106 6.714 20.445 -0.034 0.017 0.025
Si 2.237 11.443 21.742 -0.216 0.1 -0.635
Si 4.924 14.201 21.811 -0.122 0.114 -0.517
Si 8.632 15.781 21.534 0.218 -0.209 -0.61
Si 11.396 18.447 21.732 0.195 -0.118 -0.593
Si 7.69 5.998 21.629 0.027 0.066 0.032
Si 10.538 8.635 21.518 -0.061 -0.029 0.058
Si 8.713 10.232 21.434 0.049 -0.026 -0.045
Si 0.852 5.093 28.813 0.108 0.093 -0.103
Si 13.54 11.346 23.606 0.114 -0.245 -0.651
Si 13.524 5.704 23.761 0.211 -0.265 -0.642
Si 13.587 15.59 23.639 0.071 0.496 -0.501
Si 14.384 4.441 28.565 -0.045 -0.136 -0.04
Si 11.351 13.408 23.424 -0.473 0.03 -0.476
Si 16.638 18.947 23.767 -0.279 0.181 -0.655
Si 5.512 8.34 23.739 0.164 -0.061 -0.561
Si 4.621 18.805 27.498 0.022 -0.012 0.04
Si 8.721 5.889 23.726 -0.396 0.086 -0.69
Si 6.723 6.644 25.912 0.065 0.258 -0.15
Si 5.527 6.676 30.819 0.021 0.021 -0.02
Si 7.688 10.546 23.44 0.287 -0.219 -0.5
Si 14.18 19.684 25.687 0.042 0.061 -0.152
Si 3.205 10.185 24.474 0.007 0.022 -0.085
Si 11.088 7.742 23.619 0.053 0.361 -0.659
Si 9.751 19.402 24.136 0.059 -0.083 -0.149
Si 11.068 16.961 28.309 0.014 -0.005 -0.019
Si 10.328 14.024 21.459 -0.074 0.065 0.027
Si 10.268 6.304 30.946 0.068 0.09 0.075
Si 15.009 9.979 33.182 0.036 -0.183 0.096
Si 10.109 19.669 27.255 -0.114 -0.052 -0.006
Si 12.5 17.383 32.824 0.092 0.212 0.754
Si 12.997 6.182 32.174 0.032 -0.025 0.114
Si 3.314 13.063 28.096 -0.084 0.067 -0.058
Si 2.082 5.162 23.928 0.432 0.093 -0.568
Si 6.583 20.327 31.72 0.04 -0.088 0.005
Si 13.986 19.709 31.292 -0.015 0.103 0.051
Si 7.576 9.309 27.44 -0.084 0.088 -0.01
Si 2.372 7.07 30.737 -0.1 0.122 0.032
Si 6.521 16.61 28.569 -0.018 0.063 -0.097
Si 8.256 19.073 29.503 0.063 -0.02 0.025
Si 10.041 17.3 31.096 -0.009 -0.059 -0.056
Si 13.318 16.982 26.344 -0.07 -0.043 0.055
Si 5.305 11.424 26.547 0.078 -0.013 -0.051
Si 11.991 8.672 28.44 0.088 0.025 0.052
Si 4.183 19.805 33.245 0.298 -0.013 0.604
Si 7.761 17.276 24.15 0.039 -0.028 -0.074
Si 1.75 18.444 28.593 0.074 -0.101 0.013
Si 9.509 11.052 25.915 -0.07 0.019 0.015
Si 0.689 9.24 29.41 0.002 -0.021 -0.051
Si 7.334 11.407 33.458 0.133 0.021 0.519
Si 14.063 14.774 32.577 0.062 -0.07 0.053
Si 0.996 12.239 30.082 0.003 -0.032 0.018
Si 9.041 13.811 25.523 -0.043 0.39 0.316
Si 5.726 13.851 32.688 -0.068 0.141 0.11
Si 4.69 14.884 30.16 -0.077 -0.094 -0.11
Si 6.136 8.557 33.054 -0.109 -0.036 0.134
Si 2.164 5.804 33.387 0.016 0.342 0.617
Si 1.885 17.681 33.484 0.208 -0.27 0.589
Si 14.305 8.408 30.636 0.008 0.083 0.052
Si 2.161 16.369 30.829 -0.107 -0.02 -0.004
Si 16.036 16.271 27.591 0.01 -0.037 0.084
Si 15.992 14.745 30.047 -0.04 0.054 0.061
Si 11.534 5.683 28.332 -0.044 0.047 0.083
Si 1.521 14.35 25.879 -0.038 0.003 -0.048
Si 8.096 15.924 32.999 0.017 0.132 0.079
Si 12.219 9.847 25.719 -0.022 -0.024 -0.093
Si 4.964 18.364 24.521 0.056 0.034 -0.087
Si 15.82 13.565 23.753 0.26 -0.032 -0.587
Si 9.89 10.805 32.443 0.057 -0.042 0.228
Si 6.415 13.082 24.226 -0.112 0.019 -0.062
Si 2.682 6.134 26.722 -0.009 -0.063 -0.041
Si 12.358 6.556 1.316 -0.341 0.435 0.132
Si 0.913 12.212 33.097 0.042 -0.084 0.047
Si 9.007 20.887 33.211 0.203 -0.045 0.087
Si 16.094 7.35 24.292 0.03 0.122 -0.125
Si 9.38 9.082 29.837 0.027 -0.031 -0.092
Si 8.638 15.745 26.667 0.089 -0.59 -0.289
Si 2.396 16.629 23.867 0.173 -0.233 -0.683
Si 5.295 5.3 28.154 -0.027 0.035 0.138
Si 1.348 8.759 26.401 0.049 -0.001 0.006
Si 16.203 19.938 33.361 -0.462 0.091 0.626
Si 14.96 17.664 9.513 0.006 -0.006 0.001
Si 1.355 4.065 9.537 -0.017 -0.008 0
Si 14.957 6.82 9.539 0.018 0.016 0.003
Si 1.348 9.531 9.518 0.016 0.002 0.005
Si 14.944 12.222 9.514 -0.019 -0.01 -0.005
Si 1.367 14.939 9.522 -0.005 0.01 0
Si 4.095 17.679 9.537 0.015 0.012 0.004
Si 6.818 4.081 9.523 0.013 0.009 0.009
Si 4.09 6.788 9.532 -0.025 -0.006 -0.003
Si 6.81 9.529 9.513 0.007 0.009 -0.007
Si 4.067 12.248 9.513 0.001 -0.006 0.006
Si 6.793 14.951 9.533 -0.017 -0.022 0.011
Si 9.508 17.684 9.527 -0.012 -0.011 -0.004
Si 12.228 4.096 9.525 0.001 0.002 -0.006
Si 9.536 6.797 9.512 0.005 -0.01 0.009
Si 12.236 9.517 9.515 -0.011 -0.016 -0.002
Si 9.538 12.249 9.522 0.016 0.022 0.001
Si 12.244 14.943 9.504 0.006 0.001 -0.007
Si 13.599 16.306 10.872 -0.001 -0.006 -0.001
Si 16.314 2.704 10.886 0.004 0.001 0.001
Si 13.596 5.447 10.885 -0.004 0.005 0.001
Si 16.325 8.17 10.891 -0.01 -0.004 0.002
Si 13.596 10.87 10.884 0.004 -0.005 0.003
Si 16.31 13.589 10.871 0.013 -0.013 0.005
Si 2.724 16.312 10.88 0.004 -0.008 0
Si 5.45 2.726 10.888 -0.002 -0.004 0.004
Si 2.723 5.43 10.887 0.009 -0.005 0.007
Si 5.45 8.162 10.876 0.01 -0.007 -0.004
Si 2.714 10.885 10.875 -0.016 0.011 -0.003
Si 5.429 13.595 10.885 -0.002 0.012 0.004
Si 8.15 16.321 10.884 -0.007 0.008 0.001
Si 10.874 2.724 10.88 -0.004 0.006 -0.001
Si 8.174 5.44 10.879 -0.001 -0.007 -0.001
Si 10.882 8.159 10.88 0.009 0.002 0.001
Si 8.17 10.884 10.877 0 0.009 0.001
Si 10.889 13.602 10.888 -0.006 -0.002 0.005
Si 14.96 14.954 12.241 0.001 0.01 0.002
Si 1.371 17.68 12.241 -0.012 -0.007 -0.002
Si 14.952 4.071 12.24 0.003 0 0.004
Si 1.358 6.791 12.239 0.003 0.008 -0.005
Si 14.969 9.527 12.249 0.001 -0.003 0.004
Si 1.354 12.242 12.233 0.003 -0.003 0.003
Si 4.071 14.952 12.248 0.012 -0.001 0.007
Si 6.789 17.671 12.244 0.015 -0.002 -0.001
Si 4.088 4.083 12.254 -0.009 -0.003 0.006
Si 6.805 6.796 12.235 0.007 -0.001 -0.004
Si 4.08 9.52 12.231 -0.005 0.004 -0.001
Si 6.806 12.243 12.235 -0.012 -0.007 -0.005
Si 9.525 14.97 12.24 0 0.001 -0.004
Si 12.24 17.677 12.227 -0.001 0.002 -0.009
Si 9.519 4.075 12.247 -0.004 0.002 0.007
Si 12.245 6.808 12.243 -0.012 0.001 0
Si 9.515 9.511 12.244 0.002 -0.008 -0.003
Si 12.239 12.23 12.246 0.011 0.003 0
Si 16.328 16.323 13.593 0.021 0.004 0.001
Si 2.726 2.724 13.613 0.023 0.009 0
Si 16.32 5.424 13.6 -0.021 -0.01 0
Si 2.72 8.152 13.589 -0.012 -0.017 0.006
Si 16.332 10.89 13.605 0.014 0.015 -0.003
Si 2.704 13.594 13.603 -0.025 -0.015 -0.009
Si 5.423 16.316 13.605 -0.02 -0.014 -0.004
Si 8.151 2.704 13.594 -0.026 -0.02 -0.002
Si 5.45 5.446 13.612 0.02 0.024 -0.001
Si 8.153 8.145 13.606 -0.017 -0.011 -0.01
Si 5.445 10.883 13.59 0.024 0.015 0.003
Si 8.159 13.613 13.595 0.022 0.026 -0.006
Si 10.884 16.333 13.603 0.007 0.017 -0.008
Si 13.593 2.708 13.601 -0.02 -0.014 -0.004
Si 10.884 5.444 13.592 0.016 0.006 0.003
Si 13.616 8.161 13.599 0.02 0.013 -0.004
Si 10.876 10.867 13.603 -0.018 -0.014 0
Si 13.599 13.591 13.603 -0.01 -0.02 0.007
O 5.257 17.395 27.95 -0.204 -0.155 0.058
O 6.756 9.366 24.087 0.084 0.015 0.236
O 16.212 8.509 23.175 0.264 0.14 0.187
O 12.446 16.48 27.61 0.199 -0.474 0.316
O 9.004 12.485 26.478 -0.288 0.052 0.586
O 6.022 15.701 29.79 0.315 -0.054 0.452
O 10.875 4.765 27.195 -0.109 0.014 -0.397
O 6.15 5.556 31.793 0.033 0.233 0.294
O 2.732 11.181 23.295 -0.101 0.188 0.376
O 3.018 18.689 27.627 -0.068 -0.054 -0.413
O 5.338 13.978 23.411 -0.138 -0.036 0.19
O 11.54 8.685 24.838 0.03 -0.112 0.219
O 5.099 13.731 31.206 -0.241 -0.493 -0.304
O 10.353 8.813 0.145 0.14 -0.015 -0.078
O 13.046 20.952 31.727 -0.335 -0.118 0.039
O 16.164 8.525 0.28 0.253 0.297 -0.219
O 0.983 17.458 23.831 -0.176 -0.362 -0.081
O 7.961 0.649 0.619 0.429 0.06 0.058
O 13.165 6.334 33.765 -0.143 0.253 -0.132
O 7.077 14.727 32.671 0.057 -0.217 0.085
O 1.978 6.996 32.301 -0.383 0.595 -0.005
O 14.079 10.122 0.207 -0.073 0.549 0.031
O 10.952 16.667 29.899 0.201 -0.213 0.157
O 8.919 9.813 26.72 0.253 -0.306 -0.084
O 9.727 4.623 23.693 0.426 0.134 -0.282
O 14.597 6.775 24.341 0.019 0.352 0.178
O 8.412 10.519 0.363 0.123 0.06 -0.067
O 15.16 14.855 31.411 0.147 0.23 0.152
O 11.56 6.811 31.776 -0.122 0.536 0.063
O 2.264 12.403 29.114 0.014 -0.148 0.159
O 5.977 12.655 25.728 0.172 0.422 0.323
O 3.556 17.607 24.418 0.103 -0.073 0.172
O 1.054 21.001 33.093 -0.14 -0.172 -0.063
O 13.504 10.384 24.913 0.585 -0.385 0.402
O 15.664 8.423 29.769 0.082 -0.354 -0.419
O 15.914 8.758 33.751 0.348 -0.314 -0.448
O 10.465 13.749 24.736 0.24 -0.027 0.481
O 9.972 9.718 33.669 0.268 -0.401 -0.19
O 4.663 14.515 33.712 -0.3 0.197 -0.356
O 14.666 12.451 23.971 0.1 -0.183 0.44
O 15.123 15.053 23.832 0.366 0.169 -0.151
O 1.506 3.662 24.171 0.423 -0.114 0.205
O 2.181 17.718 29.958 0.044 0.359 0.348
O 7.292 17.185 33.642 -0.254 0.16 -0.495
O 10.959 18.701 23.311 0.057 -0.037 0.441
O 15.913 11.296 32.979 -0.162 0.065 -0.302
O 6.647 11.79 23.279 -0.437 0.02 -0.417
O 7.037 9.885 32.979 0.253 -0.072 -0.403
O 14.332 9.568 31.775 -0.033 0.367 -0.244
O 1.585 16.633 32.299 -0.249 -0.488 -0.05
O 13.086 18.547 26.019 -0.605 0.163 -0.02
O 5.959 6.211 29.322 0.605 0.319 -0.265
O 7.602 17.669 29.085 0.016 -0.045 -0.175
O 15.443 19.894 31.938 0.54 -0.132 -0.474
O 7.674 20.024 32.883 -0.195 -0.563 0.027
O 10.236 19.977 33.722 0.178 -0.234 -0.634
O 15.406 19.084 24.815 -0.112 -0.037 0.371
O 14.126 19.607 29.682 0.077 -0.377 -0.345
O 0.661 17.544 27.835 0.003 0.271 -0.295
O 10.745 5.388 29.708 -0.115 -0.718 0.216
O 0.596 15.092 26.956 -0.267 -0.34 0.167
O 12.118 6.485 23.552 0.009 -0.082 0.01
O 1.093 19.842 28.996 -0.056 -0.044 0.181
O 1.295 5.547 27.321 -0.474 -0.162 -0.357
O 0.813 6.181 23.88 -0.045 -0.023 -0.144
O 11.286 11.625 32.355 0.422 -0.253 -0.531
O 8.75 19.81 28.144 -0.297 0.593 -0.282
O 1.208 15.25 30.175 0.359 -0.195 -0.334
O 15.604 5.384 29.018 -0.161 0.495 0.248
O 9.345 5.389 31.878 -0.266 0.12 -0.436
O 3.991 8.941 23.78 -0.307 -0.461 -0.256
O 13.38 18.361 31.895 0.119 -0.172 -0.134
O 9.442 18.703 30.544 0.221 0.445 0.207
O 6.366 10.346 27.129 -0.289 -0.15 -0.042
O 13.202 5.348 0.549 -0.239 -0.276 0.127
O 2.161 11.427 33.753 0.278 -0.238 -0.415
O 16.811 18.476 33.741 -0.374 -0.315 0.191
O 8.327 18.733 23.717 -0.338 0.407 -0.131
O 9.906 19.241 25.724 -0.116 -0.396 0.177
O 7.842 13.812 24.411 -0.055 0.374 -0.288
O 8.452 16.896 25.546 0.167 0.413 -0.014
O 6.061 12.344 33.142 -0.401 -0.396 -0.118
O 8.211 16.197 23.056 0.187 -0.057 0.345
O 3.598 5.02 33.225 0.28 0.252 -0.303
O 6.073 2.48 0.217 -0.204 0.038 -0.088
O 2.611 13.482 26.698 0.087 0.068 -0.283
O 13.311 13.337 32.535 0.174 -0.286 -0.562
O 10.978 18.55 28.03 0.148 0.223 0.465
O 14.876 16.737 26.605 0.103 -0.089 -0.211
O 4.715 8.947 33.754 -0.413 -0.185 -0.304
O 16.422 7.975 25.737 -0.342 0.007 0.441
O 0.887 9.386 27.81 -0.126 0.453 -0.152
O 12.926 15.885 32.409 -0.283 -0.304 -0.035
O 10.955 17.568 32.387 -0.196 0.123 0.173
O 3.671 15.856 30.93 0.192 0.113 0.3
O 16.096 13.194 29.594 -0.424 -0.328 -0.528
O 9.436 7.561 30.388 -0.447 -0.117 0.133
O 14.756 20.177 27.112 0.612 0.196 0.088
O 3.811 5.817 27.811 -0.115 0.314 0.115
O 9.605 7.218 23.985 -0.342 0.486 0.369
O 1.881 9.844 25.335 -0.189 0.117 0.042
O 5.224 19.515 32.022 -0.101 -0.394 -0.436
O 12.954 16.197 24.994 -0.614 0.123 0.196
O 7.247 7.844 26.859 0.207 -0.213 0.266
O 7.24 15.649 27.487 -0.445 -0.357 -0.216
O 6.021 8.054 31.516 0.177 0.489 -0.4
O 1.358 12.657 31.611 0.252 0.495 -0.106
O 1.959 8.483 30.074 0.481 0.162 0.008
O 8.923 10.937 24.412 0.451 0.321 -0.167
O 2.268 15.408 24.919 0.261 -0.189 0.07
O 5.035 19.086 25.96 0.405 0.485 -0.169
O 4.477 11.988 27.802 0.334 -0.419 0.367
O 2.97 5.526 25.248 0.627 0.027 0.045
O 11.446 7.232 27.947 -0.048 -0.04 -0.224
O 6.178 5.474 26.844 0.234 -0.691 0.023
O 7.805 5.839 25.041 0.044 -0.284 0.281
O 1.652 5.882 29.943 0.013 -0.105 0.025
O 7.985 9.254 29.015 -0.256 0.013 0.32
O 8.69 11.881 32.687 0.024 0.748 -0.172
O 6.161 17.291 24.318 -0.248 -0.333 0.087
O 7.203 19.998 30.28 -0.301 0.1 -0.35
O 5.583 7.216 24.911 -0.508 -0.328 0.27
O 13.406 4.528 24.876 -0.403 -0.093 0.217
O 9.502 10.067 31.088 -0.201 0.081 -0.093
O 2.577 7.74 26.642 0.613 0.154 -0.046
O 12.001 11.906 23.431 -0.446 -0.289 -0.333
O 4 14.339 28.809 0.209 0.115 -0.263
O 4.284 10.781 25.494 -0.069 -0.001 0.264
O 12.695 14.283 23.402 0.215 0.019 -0.132
O 9.843 16.175 27.634 0.142 0.041 -0.019
O 10.665 9.453 28.919 -0.064 0.524 -0.297
O 5.168 20.022 28.427 0.296 -0.051 0.411
O 13.089 5.366 28.494 0.216 0.128 -0.15
O 5.127 19.465 23.352 0.193 0.356 0.183
O 8.846 16.335 31.624 -0.377 -0.172 -0.563
O 15.324 15.691 28.926 -0.651 0.217 -0.087
O 12.704 9.355 27.171 0.628 -0.02 0.199
O 14.159 6.986 31.393 0.547 -0.319 0.123
O 11.111 11.001 25.952 -0.004 0.635 -0.061
O 3.943 6.808 30.695 0.058 -0.149 -0.229
O 2.99 18.753 32.981 0.063 0.042 -0.552
O 0.585 13.408 24.954 0.286 -0.385 0.072
O 13.044 8.609 29.655 -0.164 -0.153 0.061
O 16.855 10.704 30.05 -0.133 -0.136 0.442

Results
total energy: -101657.788 eV
total energy less fixed offsets of O -438.35, Si -107.03 eV per atom: -4.588 eV
